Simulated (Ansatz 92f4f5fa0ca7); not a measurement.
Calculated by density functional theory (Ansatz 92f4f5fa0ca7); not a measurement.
Periodic cell of 223 atoms, Si132O90B1, from a study of silicon, its oxide and their interface. The atomic structure is a simulated model.
Doubt: the cutoff is far below the 930 eV that the study's wrapper takes by default for these files, so forces and energies are approximate.
This geometry differs little from another in the collection (a relaxation step or a small displacement).

Settings
functional: PBE
potential files: Ansatz PAW
basis: plane waves
wave-function cutoff: 580 eV
density cutoff ratio: 5
exchange-correlation grid ratio: 1
k mesh: 1 x 1 x 1, Gamma-centred
self-consistency stop: 5e-08 eV per atom in the density residual
occupations: fixed
spin: none
net charge: -1 e, with a uniform compensating background and no finite-size correction

Cell vectors (angstrom)
a 10.938 0 0
b 0 10.938 0
c 0 0 32.1988

Atoms: element, x, y, z (angstrom)
Si 10.5855 0.2251 24.8841
Si 5.7364 10.6774 24.7563
Si 2.4809 2.9147 24.6601
Si 8.4249 2.466 24.8441
Si 0.2759 5.1657 24.7736
Si 5.1496 5.7495 24.7113
Si 2.9301 8.0073 24.6146
Si 7.9369 8.4341 24.7531
Si 1.3288 1.3825 26.0545
Si 6.8418 1.3101 26.1336
Si 4.0432 4.1049 26.0114
Si 9.6061 4.0608 26.1023
Si 1.3948 6.8277 26.0179
Si 6.7632 6.8527 26.0459
Si 4.1003 9.5348 26.0132
Si 9.4645 9.5678 26.1656
Si 2.7275 -0.0079 27.3646
Si 8.1567 -0.0192 27.5788
Si 0.0099 2.7196 27.5098
Si 5.4414 2.7415 27.3898
Si 2.7253 5.47 27.4536
Si 8.1828 5.471 27.3742
Si -0.0071 8.1812 27.3971
Si 5.4361 8.2009 27.4706
Si 4.0799 1.3604 28.7673
Si 9.5781 1.3555 28.8718
Si 1.3632 4.1121 28.842
Si 6.8319 4.1005 28.7658
Si 4.0944 6.8221 28.8333
Si 9.5524 6.8207 28.7712
Si 1.3687 9.5655 28.7591
Si 6.7812 9.5448 28.8863
Si 0.0234 -0.0239 30.1868
Si 5.4235 0.0053 30.197
Si 2.7382 2.7265 30.1745
Si 8.1976 2.7493 30.1781
Si -0.0295 5.4696 30.1767
Si 5.48 5.4538 30.1745
Si 2.7207 8.2143 30.1665
Si 8.2021 8.1747 30.1855
Si 1.3812 1.3567 31.5575
Si 6.8223 1.3776 31.527
Si 4.112 4.0882 31.5433
Si 9.5673 4.0992 31.5691
Si 1.3464 6.8484 31.5177
Si 6.845 6.8097 31.5632
Si 4.0764 9.5675 31.5751
Si 9.5795 9.5507 31.5413
Si 2.7437 0.0171 0.7625
Si 8.1997 0.002 0.6776
Si 0.0237 2.7336 0.7358
Si 5.4802 2.7263 0.7268
Si 2.725 5.4891 0.6731
Si 8.196 5.4436 0.7546
Si 0.0053 8.1935 0.723
Si 5.4641 8.1802 0.7296
Si 4.1146 1.4021 2.1296
Si 9.566 1.3454 2.065
Si 1.4309 4.1086 2.0802
Si 6.8132 4.0903 2.1247
Si 4.1146 6.7769 2.094
Si 9.5741 6.831 2.0886
Si 1.3784 9.5545 2.0936
Si 6.8356 9.5905 2.0584
Si 0.0087 -0.0049 3.4273
Si 5.499 0.0103 3.4761
Si 2.928 2.9316 3.5105
Si 8.187 2.6804 3.4544
Si 0.0332 5.4655 3.4305
Si 5.3354 5.3082 3.5296
Si 2.7747 8.1887 3.4484
Si 8.1774 8.209 3.4107
Si 1.4277 1.4783 4.6321
Si 6.8092 1.3788 4.9099
B 4.184 4.0759 4.7006
Si 9.5676 4.0815 4.7579
Si 1.463 6.772 4.8062
Si 6.7341 6.8448 4.7078
Si 4.1375 9.5715 4.8432
Si 9.5638 9.5391 4.813
Si 2.747 0.1247 6.0254
Si 8.188 -0.0509 6.277
Si 0.027 2.7161 6.0815
Si 5.3201 2.8792 6.0649
Si 2.9963 5.2881 5.9072
Si 8.1253 5.4715 5.9974
Si 0.0495 8.1416 6.1571
Si 5.4939 8.2023 6.2596
Si 3.8563 1.6181 7.5121
Si 9.8506 1.143 7.4437
Si 1.7317 3.8493 7.2213
Si 6.5749 4.3953 7.401
Si 4.3258 6.5453 7.4672
Si 9.3503 6.9021 7.3472
Si 1.159 9.9227 7.2635
Si 7.1708 9.1919 7.6549
O 8.3393 8.0624 7.9156
O 2.6729 2.6916 7.9387
O 9.5188 1.3495 24.2854
O 4.0456 6.8624 24.1375
O 0.0334 0.0134 7.9356
O 5.5127 5.5189 8.0256
O 6.8497 9.5686 24.2108
O 1.3712 4.0589 24.1829
O 3.6162 7.1972 8.8501
O 1.1887 4.7101 8.5059
O 9.7843 5.9901 8.6728
O 2.1826 9.431 8.4592
O 7.4237 3.837 8.7138
O 4.3492 0.973 8.9763
O 6.7389 9.5161 9.2155
O 9.2535 1.8743 8.8047
O 7.7164 3.1553 23.5301
O 10.502 5.8412 23.4574
O 5.0894 0.4286 23.4098
O 5.8618 5.0897 23.3784
O 3.1078 2.2057 23.2895
O 2.2909 8.7222 23.2411
O 8.616 7.7438 23.4124
O 0.2325 10.3461 23.599
Si 4.393 1.5701 22.4841
Si 3.4951 7.9237 14.0263
Si 7.1168 0.9682 14.6402
Si 0.9397 9.3581 22.5381
Si 1.1707 4.2919 11.8333
Si 6.273 8.9731 15.3014
Si 0.6585 1.3644 12.3014
Si 8.6217 4.954 20.5192
Si 0.317 5.7867 9.3284
Si 5.0969 3.1206 17.9202
Si 0.8795 3.7469 16.7361
Si 10.3912 2.842 19.2211
Si 5.2979 1.17 10.3057
Si 0.8857 0.177 19.8538
Si 6.637 9.4486 10.8462
Si 9.3414 9.6837 18.3164
Si 9.3994 9.2444 12.5483
Si 6.5739 3.8476 22.6049
Si 2.3621 8.1104 9.372
Si 10.5956 7.3713 17.0752
Si 2.5154 6.2953 16.5806
Si 10.1834 4.4991 14.159
Si 6.1426 9.1932 18.5022
Si 7.9769 2.5617 9.5491
Si 8.8647 2.1699 12.4181
Si 5.3485 6.247 18.0554
Si 3.9271 0.5641 19.4723
Si 4.2716 3.8239 12.0131
Si 5.5442 6.5903 12.1286
Si 8.0137 2.4992 17.2036
Si 4.3506 2.4757 14.9433
Si 1.5274 1.2162 15.2494
Si 1.5907 9.4206 12.0369
Si 8.0583 6.8544 13.8495
Si 10.3791 9.8349 15.4741
Si 9.8068 7.0099 22.5712
Si 8.1196 5.4846 17.4142
O 6.037 7.9451 11.2786
O 6.0322 9.217 16.8831
O 7.6601 1.3942 13.1687
O 0.8593 1.7567 13.8728
O 9.4438 6.2478 16.8881
O 6.7714 6.1972 13.1213
O 5.1383 4.6584 18.5893
O 9.2193 2.1433 18.2697
O 2.37 0.101 19.0912
O 9.4096 10.2333 16.7547
O 2.7816 4.4243 11.6751
O 5.0682 10.3271 19.0996
O 9.4153 3.257 13.4711
O 0.4515 1.7669 19.9548
O 3.1397 1.3619 15.0411
O 8.1609 5.386 19.0299
O 3.8992 6.6023 17.3901
O 4.5627 3.28 16.3664
O 9.0728 5.6772 14.3106
O 5.4568 2.7579 22.1531
O 10.6912 4.1515 15.6537
O 0.3201 3.8663 18.2668
O 10.4299 10.5164 19.2115
O 9.6478 10.0211 14.0134
O 10.8985 8.1262 22.1081
O 1.1939 2.1632 16.5285
O 9.7212 3.745 20.409
O 8.1494 4.0331 16.6869
O -0.0251 9.1056 11.893
O 6.5789 2.411 17.9791
O 5.5498 10.6917 11.1594
O 7.7526 9.6007 18.8377
O 10.0088 1.0324 12.0504
O 0.9909 7.2592 9.2693
O 0.6192 4.7758 13.3021
O 5.7135 7.6289 18.9681
O 5.2353 5.0774 11.5102
O 2.7208 6.9825 15.1189
O 0.9167 2.7194 11.4512
O 0.8582 10.685 15.5435
O 2.4826 8.6663 10.8994
O 4.704 2.4234 11.2301
O 4.245 3.4902 13.6473
O 2.1992 4.6873 16.4999
O 10.7032 8.2481 15.693
O 6.9343 10.2982 14.6456
O 2.3416 8.9383 13.4244
O 8.0371 1.5311 15.883
O 4.1339 6.9808 12.8618
O 4.1783 2.0141 18.7181
O 7.2888 4.4228 21.2729
O 8.4186 2.9682 11.0712
O 1.1878 6.8775 17.3623
O 5.645 1.5654 14.7605
O 8.1235 9.7473 11.5827
O 9.211 6.2813 21.2479
O 8.9737 7.7107 12.8373
O 1.6502 0.1286 11.9077
O 6.6574 6.1507 17.0557
O 7.4016 7.8086 15.0203
O 1.2048 10.296 21.2329
O 10.0305 8.204 18.3504
O 3.9602 0.8595 21.0841
O 0.2837 5.2457 10.8558
O 6.7692 1.4964 9.6903
O 4.7813 8.7076 14.6766

Results
free energy: -135250.494 eV
free energy less fixed offsets of B -154.04, O -568.88, Si -635.61 eV per atom: 3.266 eV

Forces (eV/angstrom), in the order of the atoms: element, x, y, z
Si -0.0006 0.0083 0.0568
Si -0.0015 -0.0042 0.0569
Si -0.0074 0.0029 0.0564
Si 0.0019 0.0003 0.0612
Si 0.0011 -0.004 0.0578
Si -0.0018 0.0055 0.0542
Si 0.0061 -0.0031 0.0523
Si -0.0036 -0.003 0.0568
Si -0.0005 0.0039 0.0054
Si 0.0087 -0.0032 0.014
Si 0.004 -0.0027 0.009
Si 0.0052 -0.0018 0.0048
Si 0.0005 0.0035 0.007
Si 0.0022 0.0006 0.0021
Si -0.0003 0.0008 -0.0003
Si -0.0051 0.004 0.0174
Si 0.0004 -0.0001 -0.0093
Si -0.0017 -0.0011 0.0089
Si -0.0045 -0.0026 0.0026
Si 0.0013 -0.0044 -0.0042
Si -0.0035 -0.0003 0.0044
Si 0.0001 -0.0038 -0.0101
Si -0.0003 -0.0033 -0.0053
Si -0.0015 -0.0014 0.0038
Si -0.0021 0.0014 0.0159
Si -0.007 -0.0027 -0.0258
Si -0.0013 -0.0159 -0.0115
Si 0.0026 0.0004 0.0152
Si 0.001 -0.0025 -0.0024
Si -0.0039 0.005 0.0077
Si -0.0044 -0.0003 0.0111
Si 0.0217 0.0018 -0.0283
Si 0.0071 -0.0036 0.0002
Si -0.0029 0.0107 -0.0023
Si 0.0087 -0.0029 0.0047
Si -0.0059 -0.0045 -0.0053
Si -0.0075 0.0151 -0.0068
Si -0.0001 -0.0088 0.0062
Si -0.0098 0.0063 -0.0089
Si 0.0054 -0.0053 0.0017
Si -0.0042 -0.0057 0.0038
Si -0.0041 0.0079 -0.0005
Si -0.003 0.001 0.0145
Si 0.0029 -0.0048 0.0103
Si 0.0079 -0.0034 -0.0079
Si 0.0028 0.0034 0.0047
Si 0.0022 -0.005 0.0137
Si -0.0037 -0.0024 -0.0057
Si -0.0115 -0.0071 -0.006
Si 0.0043 -0.0006 -0.0187
Si -0.0004 -0.0233 -0.0041
Si 0.0004 -0.0027 -0.0056
Si 0.004 -0.0016 -0.011
Si 0.005 0.0218 -0.0098
Si -0.0138 0.0101 -0.0052
Si 0.0137 -0.0003 -0.0054
Si -0.0072 -0.0091 -0.0026
Si -0.0014 0.0081 -0.0035
Si -0.0082 0.0121 -0.009
Si 0.0213 -0.0084 -0.001
Si 0.0001 0.0003 -0.0039
Si 0.0016 -0.0118 -0.0022
Si 0.0221 -0.0087 0.0032
Si -0.0173 0.0046 -0.004
Si -0.0012 0.0144 -0.0097
Si -0.0182 -0.0093 -0.0237
Si -0.0089 -0.03 -0.0647
Si 0.0231 0.016 -0.0063
Si -0.0181 -0.0066 0.0034
Si 0.0342 0.0478 -0.0435
Si 0.0044 0.0127 -0.0092
Si 0.0222 0.0023 -0.0091
Si 0.027 0.033 0.0066
Si -0.0132 0.0149 0.0876
B -0.0782 0.0112 0.2705
Si 0.0014 -0.0088 -0.0179
Si 0.0195 -0.0148 0.0573
Si -0.0103 0.002 0.002
Si 0.0097 -0.0073 -0.0073
Si -0.0036 0.0046 0.0027
Si -0.0127 -0.0097 -0.0315
Si 0.0161 -0.0125 -0.0141
Si -0.019 -0.0024 -0.0177
Si -0.0316 0.0207 -0.0596
Si 0.103 -0.0288 -0.0849
Si 0.016 0.0011 -0.0198
Si -0.0167 0.0174 -0.0051
Si -0.0193 -0.0051 -0.0304
Si 0.0209 -0.0227 -0.0291
Si -0.003 -0.0148 -0.0292
Si -0.1155 0.0618 0.1733
Si 0.0703 -0.0234 -0.0129
Si -0.0259 0.0544 -0.0057
Si -0.0043 -0.0047 -0.0372
Si -0.0032 -0.0137 -0.0248
Si 0.0199 -0.0256 -0.0395
O 0.0046 0.0201 0.0231
O -0.0198 0.0595 0.0244
O 0.0007 -0.0003 -0.053
O -0.0014 0.0014 -0.0441
O -0.0124 -0.0046 0.0271
O -0.0351 0 0.0456
O 0.0007 0.0008 -0.0481
O 0.0013 -0.0001 -0.0501
O -0.0277 0.0516 0.0917
O -0.1297 0.0791 0.1268
O 0.0314 -0.0002 0.0859
O -0.0047 -0.0078 0.0701
O 0.0235 -0.0261 0.1109
O 0.0325 -0.0235 0.1167
O -0.0065 0.0154 0.1349
O -0.0352 0.01 0.0863
O -0.0227 0.0169 -0.0897
O -0.0156 0.019 -0.0859
O -0.0124 0.0202 -0.0867
O 0.012 -0.0189 -0.0816
O 0.0187 -0.0122 -0.0818
O -0.0165 0.011 -0.0795
O 0.0202 -0.0149 -0.0838
O 0.0134 -0.0261 -0.0866
Si 0.0024 0.0008 0.1573
Si -0.0017 0.0047 -0.1326
Si 0.0037 0.0026 -0.1092
Si -0.0007 -0.0023 0.1592
Si -0.0284 0.0396 -0.208
Si 0.0075 -0.0038 -0.0743
Si 0.0037 0.0198 -0.1629
Si -0.0113 0.014 0.1133
Si 0.1838 -0.1362 -0.3001
Si -0.008 -0.0031 0.0062
Si -0.0166 0.0008 -0.0379
Si -0.0018 0.0058 0.0555
Si -0.0142 -0.0062 -0.2304
Si 0.0046 -0.018 0.0884
Si -0.0312 0.0247 -0.2085
Si 0.0097 0.0036 0.0177
Si -0.0132 0.0065 -0.1683
Si 0.0025 -0.0034 0.1548
Si 0.0519 -0.0826 -0.2349
Si -0.009 0.0078 -0.0101
Si -0.0039 0.0067 -0.0402
Si 0.0174 -0.0067 -0.1239
Si 0.001 0.0037 0.0189
Si -0.0171 0.0307 -0.2453
Si -0.0147 0.0251 -0.1905
Si 0.0057 -0.0032 0.0183
Si -0.0052 0.0098 0.0862
Si -0.0019 -0.0243 -0.1867
Si 0.005 0.0179 -0.175
Si 0.0025 -0.0023 -0.0156
Si -0.0051 0.0159 -0.0987
Si -0.0083 0.0099 -0.0842
Si 0.0141 -0.0265 -0.1997
Si -0.0039 -0.0045 -0.1175
Si -0.0098 0.0095 -0.0743
Si -0.0035 0.0037 0.1527
Si 0.0052 -0.0029 0.007
O -0.0059 -0.0384 0.0968
O -0.0014 0.0002 0.022
O -0.017 -0.0148 0.0845
O 0.0138 -0.0028 0.0878
O 0.0009 0.0017 0.0036
O 0.0263 -0.0008 0.0732
O -0.0012 0.0021 -0.0171
O 0.0002 -0.0004 -0.0155
O 0.0052 0.0017 -0.0323
O -0.0037 -0.0017 0.0137
O 0.0088 -0.0007 0.0727
O 0.0079 -0.0078 -0.0272
O 0.0121 0.0242 0.0755
O -0.0035 0.006 -0.0367
O -0.0013 -0.0051 0.031
O -0.0047 0.0026 -0.0419
O 0.0033 -0.0002 0.0006
O 0.0056 0.0043 0.0317
O 0.0032 -0.004 0.0399
O -0.0016 -0.0019 -0.0625
O 0.022 -0.0068 0.0476
O 0.0029 -0.0003 -0.014
O -0.0108 -0.0017 -0.0297
O 0.0142 0.0054 0.0821
O 0.002 0.0025 -0.0626
O -0.0014 0.0079 0.0207
O 0.0104 -0.0115 -0.048
O -0.004 -0.0005 0.0081
O -0.0235 0.0043 0.0744
O 0.0016 0 -0.0074
O 0.0148 -0.0197 0.0825
O -0.0054 0.0001 -0.0184
O 0.0053 -0.0018 0.0623
O -0.0199 -0.0744 0.1028
O -0.0301 -0.005 0.0807
O -0.001 0.0026 -0.0233
O -0.0027 0.0093 0.07
O -0.0113 -0.017 0.0518
O 0.0005 -0.0221 0.0883
O -0.0009 -0.0075 0.0277
O -0.025 0.0391 0.1468
O -0.019 0.056 0.1018
O -0.0008 -0.0193 0.1047
O -0.0028 0.0006 0.0131
O 0.0039 -0.0089 0.0268
O -0.0051 -0.0041 0.0409
O 0.024 -0.0135 0.0851
O 0.006 0.0089 0.0364
O -0.0221 0.0127 0.0793
O 0.0029 0.0058 -0.0238
O 0.0203 0.0079 -0.0742
O 0.0184 -0.0175 0.1439
O 0.0023 -0.0013 -0.0002
O -0.0026 -0.0022 0.0373
O 0.0464 -0.0054 0.0984
O -0.0104 -0.0198 -0.0739
O -0.0097 -0.0185 0.0678
O -0.01 0.0039 0.0726
O -0.0038 0.0013 0.0015
O -0.0107 0.0157 0.0414
O -0.0023 0.0234 -0.0846
O 0.0001 -0.0001 -0.0114
O -0.0057 -0.0145 -0.0907
O 0.0661 -0.0114 0.0406
O -0.0073 -0.0154 0.1004
O 0.0151 0.0106 0.0427

The program warned: the cutoff lies below the one the program advises for these potential files; the forces do not sum to zero within the program's tolerance; the exchange-correlation potential is rough where the density is thin.
